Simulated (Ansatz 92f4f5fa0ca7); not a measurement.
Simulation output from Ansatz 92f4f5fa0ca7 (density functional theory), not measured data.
Periodic cell of 234 atoms, Si128O62H32N12, with a vacuum gap, from a study of silicon, its oxide and their interface. The atomic structure is a simulated model.

Settings
functional: r2SCAN
potential files: Ansatz PAW
basis: plane waves
wave-function cutoff: 800 eV
density cutoff ratio: 5
exchange-correlation grid ratio: 1
k mesh: 1 x 1 x 1, shifted by 0.5 0.5 0 of a step
self-consistency stop: 1e-11 eV per atom in the density residual
occupations: fixed
spin: none
net charge: 0
applied field: sawtooth along c, amplitude +0.015 V/angstrom in the program's sign convention, ramp centred at 0.9877 of c and 0.0246 of c wide, no dipole correction

Cell vectors (angstrom)
a 10.8904 0 0
b 0 10.8904 0
c 0 0 40.6642

Atoms and the computed forces on them: element, x, y, z (angstrom), force x, y, z (eV/angstrom)
Si 4.075 3.7133 27.1026 0.0031 -0.0003 0.029
Si 7.6006 5.7001 26.8526 -0.0089 -0.0086 0.0485
Si 4.223 8.6574 27.3094 -0.0097 0.0006 0.0405
Si 6.3908 1.4072 26.8751 0.0149 0.0031 0.0438
Si -1.1325 3.3771 27.0093 -0.0071 0.0127 0.0338
Si 1.7316 6.0272 27.2265 -0.0017 0.0098 0.0295
Si 10.4587 8.3623 26.9563 0.0038 0.006 0.0465
Si 1.0522 1.0336 26.7331 0.0035 -0.0038 0.0534
Si 5.7402 4.8676 28.2739 0.0012 -0.0045 -0.0173
Si 8.608 7.3886 28.1549 0.0045 0.0037 -0.013
Si 5.6148 -0.5684 28.2142 -0.0003 -0.0029 -0.0137
Si 8.2423 2.0672 28.2524 -0.0078 -0.0074 -0.0164
Si 0.2311 4.675 28.3997 0.0048 0.0014 -0.0161
Si 2.9197 7.3967 28.6927 0.0059 0.0018 -0.0218
Si 11.1352 10.2168 28.2872 -0.0091 -0.0105 -0.0179
Si 2.763 2.0568 28.1631 0.0009 0.0089 -0.0175
Si 4.4095 6.0651 29.8212 -0.0073 0.0002 0.0067
Si 7.0833 8.8326 29.4564 -0.0127 -0.0069 0.0076
Si 4.1578 0.6631 29.5859 -0.0152 0.001 0.0064
Si 6.9551 3.4108 29.686 0.0019 0.0118 0.0091
Si 9.762 6.0717 29.7089 -0.0098 -0.0046 0.0112
Si 12.4271 8.9036 29.8031 0.0061 0.01 0.007
Si 9.5941 11.4636 29.5859 0.0171 0.0101 0.004
Si 1.5214 3.2901 29.7223 0.0036 -0.003 0.0131
Si 2.9417 4.6546 31.0412 0.0007 0.0208 0.0084
Si 5.746 7.5256 31.0077 0.005 0.0008 0.0199
Si 2.9263 -0.6636 31.0945 -0.0044 -0.0178 0.0088
Si 5.5617 1.9929 30.9655 -0.005 0.0013 0.022
Si 8.3441 4.7423 31.0373 0.0137 0.0069 0.0139
Si 11.0642 7.4599 31.0668 0.0177 0.013 0.014
Si 8.3208 10.1062 30.9882 0.0105 0.0106 0.0289
Si 10.9849 1.9436 30.9969 0.0017 0.0001 0.0145
Si 1.2855 -1.3619 9.6426 0.0031 -0.0045 -0.014
Si 4.0546 1.2975 9.5848 -0.0171 -0.0189 -0.0128
Si 1.3034 4.0351 9.5928 0.0171 0.0152 -0.0264
Si 4.0919 -4.1603 9.6642 -0.0016 0.0102 -0.0215
Si 6.7025 -1.4412 9.5676 -0.0173 -0.0053 -0.0181
Si -1.2877 1.3732 9.6892 -0.0106 -0.0071 -0.0322
Si 6.9306 4.1566 9.7011 -0.0132 -0.0095 -0.0186
Si -1.3967 -4.0862 9.6731 -0.0046 0.0033 -0.0315
Si 2.6463 -0.0323 10.9832 0.0194 0.0057 -0.0135
Si 5.4927 2.6903 10.7982 -0.0155 0.0065 -0.0127
Si 2.6451 5.353 10.9262 0.0034 -0.0109 0.0009
Si 5.4612 -2.832 11.04 0.0095 0.0038 0.0044
Si -2.795 -0.0495 10.787 0.0002 -0.0138 -0.0055
Si 0.0921 2.7328 11.1341 0.0049 0.0048 0.0008
Si 8.3091 5.4825 11.2293 -0.0103 0.01 0.006
Si -0.1552 -2.6431 11.0315 0.0066 -0.0132 0.0008
Si 1.3734 1.2695 12.5174 -0.0013 -0.006 0.0101
Si 4.0203 3.8286 12.1412 0.0045 0.0076 0.016
Si 1.282 -4.0373 12.2162 0.009 -0.0003 0.0047
Si 4.0004 -1.4367 12.2536 0.0052 -0.0004 0.0183
Si -4.0121 1.3799 12.1192 -0.0023 0.0034 0.0115
Si -1.1433 4.1213 12.6418 0.0033 -0.0021 0.0162
Si 6.8646 -4.0891 12.6023 -0.0107 0.0028 0.0049
Si -1.7002 -1.3557 12.3485 0.0041 0.0115 0.0221
Si -0.5097 0.2126 13.5304 0.0053 -0.0129 0.0261
Si 3.2687 2.0844 13.7458 0.0027 0.0168 0.0237
Si 0.5788 -5.4666 13.9009 0.0268 -0.0003 0.0176
Si 2.9113 -3.0918 13.5745 0.0009 -0.0066 0.031
Si 5.4925 -0.0616 13.3063 -0.0021 0.0061 0.0213
Si -2.5994 2.548 13.6108 -0.0029 -0.0002 0.0292
Si 5.1004 5.4672 13.3719 -0.0029 -0.0127 0.027
Si -3.3057 -2.2568 14.0876 -0.0082 0.0013 0.0316
Si 5.9178 7.5322 25.1857 0.0123 -0.0052 0.0761
Si -1.7558 1.1561 16.1079 -0.0175 -0.0027 0.0918
Si 4.3164 -4.4838 22.7506 -0.0037 0.0029 0.0875
Si 5.1523 5.072 20.1372 0.0027 -0.0071 0.096
Si -0.2171 1.9894 24.2777 -0.0073 -0.0128 0.0947
Si 8.8393 2.6746 18.501 0.0125 0.0011 0.0621
Si 7.4331 -5.4765 18.0661 -0.0152 -0.0073 0.0771
Si 4.5331 2.1456 24.6616 -0.0006 0.0132 0.088
Si 3.2375 9.0065 22.2182 -0.0008 -0.0064 0.0888
Si 4.364 -0.2944 18.2543 0.0071 -0.0038 0.0739
Si 10.8208 10.1754 24.5613 -0.0018 0.005 0.0932
Si 6.0363 -0.2856 24.6328 -0.0048 0.0018 0.0811
Si 8.6626 -2.6842 17.1656 0.0049 0.0083 0.0941
Si 0.3344 -1.7782 21.6468 0.0055 0.0021 0.0924
Si 13.8741 10.3236 25.0076 -0.0106 0.007 0.0748
Si 9.9644 -4.3413 21.1148 0.012 -0.0005 0.0703
Si 8.5614 9.0615 20.2113 0.0074 -0.0056 0.0744
Si 7.5207 -0.0414 18.1312 -0.0044 -0.0121 0.0644
Si 12.9432 10.7775 20.0605 -0.0131 0.0025 0.0911
Si 10.9946 -1.0426 16.157 0.0163 -0.004 0.0182
Si 4.0293 -8.7042 16.71 0.0006 -0.0152 0.0702
Si 6.1756 -6.9778 15.6841 0.0025 0.0062 0.0564
Si 13.5224 4.4912 24.6313 0.0133 -0.013 0.0863
Si 11.0676 4.0928 19.909 -0.002 0.0044 0.0821
Si 2.139 -1.8945 17.7646 -0.0087 0.0214 0.0679
Si 6.023 10.4498 21.6633 -0.0071 0.0084 0.0917
Si 2.8183 4.4815 18.2301 -0.0109 0.0068 0.0862
Si 10.8715 4.4085 22.9194 0.0021 -0.0167 0.0844
Si 3.1867 4.3787 15.277 -0.0021 0.0214 0.0471
Si 4.8749 2.3983 21.7055 0.017 -0.0074 0.0894
Si 1.76 -4.276 16.2293 0.0146 0.0008 0.072
Si 12.5049 2.2737 21.7575 -0.001 0.0003 0.0852
Si 4.2421 3.3 32.4073 0.0097 -0.0027 0.1976
Si 7.0149 6.1029 32.4 -0.0383 0.0167 0.1824
Si 4.3216 -2.0608 32.3775 -0.0279 0.0154 0.1684
Si 6.9309 0.5954 32.3119 0.0119 0.0145 0.1855
Si 9.6739 3.3433 32.3756 0.0354 -0.0335 0.1625
Si 12.4543 6.0623 32.3629 0.0081 -0.0243 0.1687
Si 9.668 8.7754 32.3971 -0.0072 -0.0004 0.1941
Si 1.4876 0.6382 32.4039 -0.0013 0.0101 0.1781
Si 5.608 4.6997 33.6941 0.0205 0.0707 0.3624
Si 8.3579 7.4172 33.7921 -0.0765 0.0317 0.4085
Si 5.6379 -0.7292 33.7758 -0.0809 0.0098 0.2349
Si 8.292 1.9538 33.6838 0.0595 0.1017 0.2149
Si 11.0622 4.704 33.7294 0.054 -0.0705 0.1391
Si 2.9277 7.4364 33.6944 0.0676 -0.0751 0.2625
Si 0.1452 -0.7597 33.7266 0.0286 0.0955 0.4522
Si 2.8658 1.9753 33.7771 -0.0847 0.0014 0.3096
Si 1.3812 1.3654 6.8883 0.0254 0.0036 -0.4035
Si 4.1224 4.0878 6.9718 0.0773 -0.1417 -0.2907
Si 1.3502 -4.0954 6.9666 0.0204 -0.0121 -0.249
Si 4.0335 -1.4001 6.8886 -0.0061 0.0327 -0.3056
Si 6.839 1.36 6.9814 -0.1343 0.0016 -0.1287
Si -1.3515 4.0805 6.8952 -0.0673 0.0521 -0.2909
Si 6.7881 -4.0844 6.8919 0.126 -0.0333 -0.3547
Si 9.517 -1.3427 6.9561 -0.0255 -0.0552 -0.2955
Si 0.0156 0.0358 8.2643 0.0201 -0.0232 -0.2006
Si 2.7176 2.7076 8.2642 0.0087 -0.009 -0.1768
Si -0.0451 -5.4545 8.2904 -0.0097 0.0183 -0.1741
Si 2.7056 -2.7454 8.336 0.0276 -0.0287 -0.1752
Si 5.3943 -0.0578 8.2172 -0.009 0.039 -0.155
Si 8.2376 2.7416 8.3274 -0.0512 0.0341 -0.184
Si 5.5063 5.4451 8.3106 0.0065 -0.0219 -0.176
Si 8.1373 -2.7488 8.2662 0.0329 -0.0258 -0.1806
O 4.1468 -4.1204 13.4743 0.0015 0.0063 -0.0164
N 5.2217 2.6253 26.1848 -0.0093 -0.0105 -0.0417
O 3.6373 5.2038 23.5742 0.0142 0.0127 -0.0433
O 9.9184 3.288 23.6444 0.0052 0.0198 -0.0413
O 7.0999 6.4645 25.4747 -0.0131 0.0125 -0.0346
N 10.8469 2.2962 26.0128 -0.002 -0.0016 -0.0401
O 13.3916 -3.2787 15.1627 0.0103 0.0132 -0.0528
O -0.002 -0.9645 14.5617 -0.0006 0.0165 -0.0581
O 10.0653 9.1592 25.5749 0.001 0.014 -0.0536
O 9.9302 5.6681 22.4978 -0.0038 0.0164 -0.0422
O 6.4216 -1.092 14.2113 0.005 -0.0001 -0.0109
O 3.1941 9.4793 26.3615 -0.0077 0.0164 -0.0482
O 10.3918 0.3384 16.7286 0.0003 -0.0038 -0.0231
O 2.0858 -6.172 14.1043 -0.028 -0.0015 -0.0191
O 11.949 1.7966 23.2128 0.0202 0.0122 -0.0574
O 6.9541 0.7473 25.4761 -0.0025 -0.0136 -0.0418
O 8.0678 -6.821 18.6971 -0.0041 0.0053 -0.0276
N 4.8712 -6.1879 14.9122 0.0073 0.0154 -0.0379
N 2.8454 4.9278 26.2816 -0.0035 -0.0113 -0.0452
O 3.2406 2.3669 21.7454 0.0132 -0.0005 -0.0354
O 3.1979 7.3937 22.1306 -0.0031 0.0042 -0.0286
O 10.2109 -2.3306 16.7667 0.0065 0.0037 -0.0355
O -3.0913 11.1961 16.555 0.011 0.0037 -0.0457
N -1.5925 1.3327 14.4173 -0.0015 0.0084 -0.0548
N 3.0757 -8.2107 15.3804 -0.005 -0.0001 -0.0574
O 5.3074 13.4766 23.2823 0.0002 0.0054 -0.0656
O 5.191 5.9202 21.5016 0.0109 -0.0179 -0.0575
O 9.8825 0.5678 24.1937 -0.0065 -0.001 -0.0319
O 7.2838 3.3153 14.6588 0.0181 -0.0094 -0.0344
N 4.3997 0.4081 24.7108 0.003 0.006 -0.0318
O -2.8176 1.2871 18.9361 0.0005 -0.0028 -0.0264
N 12.2702 10.9338 25.2685 -0.0036 -0.0162 -0.0446
O -2.972 -2.5772 15.6867 -0.0114 0.0054 -0.0829
O 4.8955 7.4245 26.4339 0.0113 0.0046 -0.0401
O 0.396 -4.7843 15.4195 -0.0182 -0.0201 -0.0442
O 7.238 -1.1141 20.8331 0.0242 -0.0059 -0.0465
O 5.5836 -8.2134 16.5582 0.0023 0.0134 -0.0254
O 1.3562 -1.0095 18.8884 -0.0026 -0.0184 -0.0439
O 12.0205 4.7399 24.0489 -0.0231 -0.003 -0.0429
O 12.1826 12.1335 20.5253 -0.0012 -0.0196 -0.0413
O 3.9858 0.6153 16.9821 -0.0007 0.0239 -0.0283
O 4.4548 0.9742 14.069 -0.0036 -0.0024 -0.0263
O 6.2643 -5.1761 19.1468 0.0203 0.0066 -0.0446
O 14.6379 9.1108 17.972 -0.0117 -0.0049 -0.0256
O 3.5513 0.2509 19.5546 0.0146 -0.0014 -0.0388
O 0.3404 -3.3523 21.2742 -0.0017 -0.0067 -0.0292
O 11.5949 -3.6933 26.5405 -0.0023 0.0024 -0.0206
O 6.2862 9.1132 25.2061 0.0003 0.0062 -0.0323
O 8.6784 4.5181 26.3742 0.0036 0.0027 -0.0133
O 10.1715 2.85 19.3809 -0.0215 -0.0116 -0.0321
O 5.3644 3.5381 20.6576 0.0057 0.0196 -0.0368
O 11.019 9.3012 23.2316 0.0006 -0.018 -0.0721
O 6.6094 -0.3056 23.1468 0.0072 -0.0046 -0.0694
N 8.2933 -1.5683 18.4889 0.0006 -0.0012 -0.064
O 9.955 9.7443 20.8022 -0.0221 -0.0072 -0.0423
O 3.0854 2.909 24.6478 -0.0031 -0.0022 -0.0365
O 1.3517 4.3204 18.8467 0.0258 0.0031 -0.0467
O 10.2022 5.4673 19.9453 -0.001 -0.0136 -0.0431
O 1.6532 7.4529 17.6282 -0.002 -0.0223 -0.0428
O 8.3904 -4.1726 17.7936 0.0016 0.0124 -0.0329
N 11.642 3.751 21.4957 -0.0096 -0.0001 -0.0648
O -4.0082 -5.8629 16.6041 -0.0124 -0.018 -0.0383
O -1.7672 2.5679 16.8974 0.0009 -0.0148 -0.0443
O 3.4457 3.0033 17.987 0.0112 -0.0091 -0.0445
O 13.8955 9.2775 23.7908 -0.002 -0.0181 -0.0622
N 12.8302 9.7049 21.3692 -0.0064 0.0194 -0.0582
O 5.2917 7.2168 23.7464 -0.0171 -0.014 -0.0483
O 1.6794 -1.1258 16.427 -0.0127 0.0021 -0.0244
O 5.5931 1.0417 21.1783 0.0036 -0.0009 -0.0387
O 3.746 5.2147 19.3381 -0.0205 -0.0105 -0.0471
N 2.6884 5.2326 16.6772 0.0026 0.0039 -0.0616
O 15.5684 9.5293 21.6691 0.0048 0.0031 -0.0327
O 8.6851 -3.3997 20.7108 -0.0042 0.0105 -0.0334
O 5.9461 10.6368 18.4499 0.0142 0.0038 -0.0277
H 6.3961 3.8455 34.6265 -0.1905 0.4019 -0.237
H 4.7874 5.5226 34.6265 0.3049 -0.3291 -0.2419
H 7.5361 8.239 34.7246 0.2703 -0.2973 -0.2554
H 9.1763 6.592 34.7246 -0.2658 0.3702 -0.2529
H 4.7898 0.0654 34.7082 0.3302 -0.204 -0.2807
H 6.4525 -1.5582 34.7082 -0.2029 0.3409 -0.3047
H 7.456 2.7611 34.6163 0.2713 -0.3351 -0.2568
H 9.1206 1.1389 34.6163 -0.3161 0.2342 -0.2928
H 11.8757 3.874 34.6618 -0.2959 0.3208 -0.2911
H 10.2397 5.5251 34.6618 0.3228 -0.2913 -0.3173
H 3.7334 6.5988 34.6268 -0.2691 0.3717 -0.2372
H 2.0851 8.2369 34.6268 0.3169 -0.1934 -0.2971
H 0.9724 -1.5761 34.659 -0.2993 0.2437 -0.2507
H -0.6788 0.0599 34.659 0.3026 -0.2899 -0.2161
H 2.0463 2.7994 34.7096 0.3734 -0.2699 -0.2372
H 3.6812 1.1471 34.7096 -0.325 0.2003 -0.2888
H 0.5755 2.2029 5.9559 0.2563 -0.3294 0.2651
H 2.2018 0.5424 5.9559 -0.3198 0.3171 0.2602
H 3.3078 4.9167 6.0394 0.3136 -0.2017 0.2782
H 4.9442 3.266 6.0394 -0.339 0.2744 0.2163
H 0.5348 -3.2673 6.0341 0.28 -0.2696 0.2661
H 2.1983 -4.8901 6.0341 -0.3246 0.2137 0.2538
H 4.8695 -2.2075 5.9562 -0.4012 0.1843 0.273
H 3.2454 -0.5459 5.9562 0.1838 -0.4383 0.2636
H 7.6615 0.5389 6.049 -0.2931 0.3849 0.2738
H 6.0206 2.1851 6.049 0.3247 -0.2448 0.2642
H -0.5089 3.28 5.9628 -0.2755 0.3056 0.2881
H -2.1787 4.8969 5.9628 0.2192 -0.3219 0.2756
H 5.9594 -3.2695 5.9595 0.3011 -0.2923 0.2871
H 7.6121 -4.904 5.9595 -0.3121 0.2413 0.2505
H 10.3365 -2.1669 6.0236 -0.2395 0.2971 0.2578
H 8.7035 -0.5127 6.0236 0.3006 -0.4072 0.2245

Results
free energy: -122371.269 eV
free energy less fixed offsets of H -15.71, N -386.36, O -570.45, Si -639.56 eV per atom: -0.649 eV

The program warned: the cutoff lies below the one the program advises for these potential files; the forces do not sum to zero within the program's tolerance; empty levels may hold ghost states of the PAW files; the exchange-correlation potential is rough where the density is thin.
